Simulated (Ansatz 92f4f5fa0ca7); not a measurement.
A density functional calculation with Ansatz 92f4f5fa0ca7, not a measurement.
Periodic cell of 228 atoms, Si140O88, from a study of silicon, its oxide and their interface. The atomic structure is a simulated model.
This geometry differs little from another in the collection (a relaxation step or a small displacement).

Settings: functional r2SCAN; potential files Ansatz PAW; basis plane waves; wave-function cutoff 800 eV; density cutoff ratio 5; exchange-correlation grid ratio 1; k mesh 1 x 1 x 1, shifted by 0.5 0.5 0 of a step; self-consistency stop 1e-10 eV per atom in the density residual; occupations fixed; spin none; net charge 0.

Cell vectors (angstrom)
a  10.888  0  0
b  0  10.888  0
c  0  0  33.3284

Atoms and the computed forces on them: element, x, y, z (angstrom), force x, y, z (eV/angstrom)
Si  1.7665  1.5801  -0.5661  -0.0162  0.054  0.1631
Si  3.4818  4.3306  -0.8068  0.0502  -0.0204  0.2994
Si  1.8318  7.2717  1.6091  -0.0329  0.1225  0.0931
Si  3.462  9.0464  1.451  0.0558  -0.1172  0.037
Si  8.0638  0.0917  -1.2122  0.0725  -0.0337  0.1107
Si  9.0649  3.6666  1.46  -0.0859  0.032  0.0688
Si  6.4546  6.4196  1.4538  -0.0028  0.0166  0.1802
Si  10.0549  10.0097  1.6377  0.0187  0.0392  0.0864
Si  0.8765  0.8916  1.5189  -0.0415  0.1276  0.0816
Si  2.9173  5.5119  2.712  0.0344  -0.0547  -0.0309
Si  1.2703  6.521  -0.55  -0.0667  -0.0419  -0.0955
Si  3.0345  9.7016  -0.8147  0.0438  0.0352  0.2119
Si  7.4852  1.8053  1.4216  0.0211  0.0691  0.1512
Si  9.5075  4.6873  -0.6347  -0.0083  -0.0573  0.2297
Si  5.3658  8.1448  2.6368  0.0093  0.0394  0.0333
Si  8.0846  5.364  2.7843  0.0546  0.0242  -0.0333
Si  -0.0617  2.691  2.7255  0.0187  -0.0346  -0.0784
Si  2.6125  -0.08  2.779  -0.0799  -0.0331  0.0174
Si  0.1081  8.2525  2.861  -0.0217  -0.0098  0.02
Si  4.6652  4.6778  1.2601  -0.0116  -0.0413  0.0461
Si  5.5593  2.8027  2.5017  0.0042  0.0142  -0.1314
Si  8.3045  0.1162  2.8414  0.0259  0.008  0.0329
Si  9.3983  9.1245  -0.4011  0.096  0.0112  -0.0363
Si  7.7289  7.2212  -0.3992  -0.025  -0.07  -0.0125
Si  1.4313  4.0918  3.9344  -0.0375  0.0219  0.0412
Si  4.1117  1.3986  3.8685  0.0202  0.0055  0.023
Si  1.3827  9.5427  4.3225  0.0082  -0.0077  -0.0526
Si  4.1464  6.8335  4.1964  -0.0071  0.0587  -0.0435
Si  6.7676  4.0345  4.1618  0.0414  0.0122  -0.0168
Si  9.5734  1.4259  4.2843  -0.0112  -0.0322  -0.013
Si  6.7968  9.5502  3.9491  0.0085  -0.026  0.0624
Si  9.5251  6.8024  4.0009  -0.0017  0.0202  0.1032
Si  0.0043  0.0207  5.6065  -0.0147  0.0105  -0.0045
Si  2.7579  2.7123  5.3352  0.0005  -0.0308  0.0239
Si  0.039  5.435  5.3364  0.0077  0.0348  0.0302
Si  2.7656  8.1497  5.5567  -0.0107  0.0119  0.0109
Si  5.4305  0.0359  5.3147  0.0059  0.0023  0.0333
Si  8.1389  2.7458  5.5459  0.0085  0.0147  0.0292
Si  5.4647  5.4284  5.5256  0.0036  -0.0514  -0.004
Si  8.149  8.1738  5.3597  -0.0093  0.0252  0.0412
Si  1.4245  1.4006  6.826  -0.0158  0.0057  0.0017
Si  4.0623  4.0456  6.8071  -0.0172  -0.0066  -0.0117
Si  1.3462  6.7638  6.7978  -0.0036  0.0187  -0.0015
Si  4.1246  9.5803  6.7933  0.0248  -0.0108  -0.0026
Si  6.7439  1.343  6.7897  0.0107  -0.0251  -0.0006
Si  9.5646  4.1312  6.7842  0.0034  -0.0113  0.0012
Si  6.8497  6.8238  6.8083  0.0282  0.0262  -0.0036
Si  9.4713  9.5001  6.8316  -0.0094  -0.0093  0.0016
Si  0.0079  2.7451  8.1467  0.0063  -0.0425  0.0115
Si  2.7334  -0.0095  8.1863  -0.0215  -0.01  -0.003
Si  -0.0193  8.1207  8.1609  0.0074  0.0352  0.0252
Si  2.6925  5.4039  8.1575  0.04  -0.0114  0.0021
Si  5.4161  2.6869  8.1968  0.0327  0.0107  -0.0274
Si  8.0878  -0.0049  8.1544  -0.0096  0.038  0.0114
Si  5.4647  8.1959  8.1416  -0.0223  -0.0216  0.016
Si  8.2409  5.4946  8.1726  -0.0327  -0.0107  -0.0026
Si  1.3269  4.0858  9.5431  0.0137  0.005  0.0097
Si  4.0537  1.3176  9.5809  0.0015  0.0102  -0.0147
Si  1.3314  9.4874  9.5221  0.0104  0.0061  -0.0213
Si  4.0664  6.8158  9.4578  -0.0167  -0.0275  -0.008
Si  6.8547  4.0994  9.4621  -0.017  -0.033  -0.0187
Si  9.4889  1.3624  9.4628  -0.0099  -0.006  -0.006
Si  6.7759  9.5324  9.5541  0.0025  0.0114  0.0026
Si  9.5728  6.8082  9.6178  0.0077  0.0031  -0.0304
Si  -0.1171  -0.061  10.8301  0.0223  0.0579  -0.0048
Si  2.6378  2.6837  10.871  -0.0058  -0.03  -0.0244
Si  0.0435  5.4212  11.001  -0.0017  -0.0073  0.0213
Si  2.6691  8.0788  10.8917  -0.0051  0.0365  0.0209
Si  5.3725  -0.0795  10.9537  -0.0067  0.0353  -0.0039
Si  8.2196  2.7754  10.8645  -0.0071  -0.0114  -0.0017
Si  5.4893  5.4876  10.7677  0.0059  -0.0077  -0.0185
Si  8.1955  8.2308  10.895  0.0168  0.0151  0.0139
Si  1.1681  1.3144  12.1651  0.0138  -0.0347  -0.028
Si  4.0983  4.103  12.025  0.058  -0.0467  -0.0097
Si  1.4202  6.7315  12.4204  -0.0051  0.0126  0.0017
Si  3.9745  9.378  12.316  0.0461  0.0136  -0.0415
Si  6.8236  1.3711  12.1028  -0.0095  -0.0376  -0.0516
Si  9.5833  4.0682  12.3779  0.0033  -0.0365  -0.0096
Si  6.8495  6.8473  12.158  0.0067  -0.0475  0.0386
Si  9.5073  9.5228  12.3823  -0.022  0.012  0.0243
Si  -0.0054  2.6166  13.7907  0.0045  0.0078  0.0323
Si  2.4382  -0.1111  13.4766  -0.0358  0.0781  -0.0414
Si  -0.028  8.0648  13.7936  0.0251  0.0848  0.0615
Si  2.9261  5.2934  13.6541  0.0076  -0.0327  0.1124
Si  5.4284  2.7339  13.3423  -0.0303  0.0545  -0.0442
Si  8.069  0.1394  13.6078  -0.0191  0.0227  -0.0278
Si  5.4525  8.0261  13.6302  -0.0098  0.0145  0.0573
Si  8.1791  5.5432  13.5884  -0.1075  -0.0455  -0.0874
Si  2.1139  3.3317  14.7409  -0.0861  -0.0184  -0.2165
Si  3.7063  1.5684  14.4114  0.0363  -0.0596  -0.083
Si  3.3739  9.4895  17.1401  0.1926  0.0507  -0.1428
Si  6.5163  9.7412  14.825  -0.087  0.0019  -0.1824
Si  6.484  4.378  14.6662  -0.022  -0.0082  -0.0582
Si  9.2122  1.54  15.1942  -0.013  0.0254  -0.1372
Si  8.1973  8.8137  16.1679  0.0583  0.0733  0.1214
Si  9.338  6.8785  15.2261  -0.0451  -0.0498  -0.0497
Si  1.0247  -1.21  15.1493  0.1105  0.0315  -0.149
Si  5.1649  5.3946  19.899  0.0128  -0.01  -0.1857
Si  2.016  4.5414  17.5573  0.0484  -0.0283  -0.1013
Si  4.3428  6.5622  17.22  -0.0241  -0.0124  -0.0847
Si  10.117  -0.6724  18.8081  -0.025  -0.0825  -0.1037
Si  9.9928  -0.3774  16.4181  -0.0554  -0.0954  -0.0351
Si  7.7876  3.2879  16.2908  0.0056  0.0522  -0.1161
Si  9.8659  5.5264  17.1977  0.0754  0.0227  -0.1075
Si  -10.6646  20.666  26.2034  0.011  -0.0766  0.1041
Si  10.6525  17.8656  24.9887  -0.0289  0.0002  0.0183
Si  5.376  30.6638  28.1466  -0.0267  -0.0192  0.1829
Si  5.6702  13.6107  20.7985  -0.0946  0.0191  -0.1501
Si  18.3248  26.7581  25.1737  -0.038  -0.0028  -0.0016
Si  20.5186  13.7325  25.2051  0.0354  -0.0114  0.0636
Si  12.8295  5.4373  23.4426  0.005  0.0511  -0.1073
Si  22.5594  19.5825  31.9243  -0.1345  -0.182  0.0034
Si  -7.8595  39.5562  28.2447  -0.0053  0.0015  0.122
Si  14.6467  16.5026  25.7591  -0.0495  0.0008  0.0111
Si  23.0461  2.4512  23.294  0.0131  -0.0442  -0.1232
Si  -0.7929  13.0272  30.9342  0.0362  0.0112  0.2917
Si  6.3074  7.506  25.6863  -0.0095  0.0428  0.0237
Si  -1.2646  6.1651  27.9285  0.0364  0.0094  0.1303
Si  13.8274  9.665  20.243  0.0025  0.0292  -0.1536
Si  17.7396  4.9332  22.2886  -0.0746  -0.0368  -0.1814
Si  14.2018  2.4381  19.4535  -0.0052  0.0309  -0.0914
Si  5.6865  10.5824  20.9988  -0.037  -0.0133  -0.2195
Si  30.7252  7.0028  22.2912  0.0169  0.006  -0.143
Si  15.6463  11.0138  15.9051  -0.0629  0.0221  0.1222
Si  24.4282  11.7477  25.4887  -0.0027  0.021  -0.0151
Si  9.8388  14.1625  28.2307  0.038  0.0208  0.2142
Si  -5.0202  -1.8584  31.1555  0.0004  0.0358  0.2141
Si  5.7281  -9.5445  17.5508  -0.1731  -0.1417  -0.122
Si  -3.8056  20.0611  23.3026  -0.0412  0.0122  -0.1262
Si  -6.0825  -4.7876  14.9512  0.0424  0.0267  -0.1549
Si  -3.6541  9.7252  18.7662  -0.0157  0.0074  -0.131
Si  7.2162  -6.4119  28.058  0.0257  0.0104  0.1497
Si  16.2863  -21.3131  26.5608  -0.0141  -0.0486  0.0943
Si  21.5003  -3.6064  19.5849  -0.0148  0.0285  -0.176
Si  1.0342  0.7681  20.6558  0.0469  -0.0515  -0.1625
Si  4.4485  4.4477  29.5729  -0.0547  0.0042  0.2749
Si  14.7771  24.6222  27.1935  -0.0069  0.0236  0.1353
Si  13.3581  6.6595  20.6974  0.0572  0.0354  -0.1126
Si  0.423  8.3417  28.9526  0.0242  0.0032  0.2045
Si  8.3422  -10.7723  25.2966  0.0062  -0.0266  -0.02
O  19.2894  5.8397  -1.0148  0.0102  0.0241  -0.0629
O  8.0447  -5.0156  -5.1761  -0.0457  0.011  -0.0606
O  5.9495  -2.2641  -3.716  0.032  -0.0353  -0.1747
O  3.6155  16.4753  -12.9872  -0.0481  0.0108  0.0818
O  9.8997  7.3179  -12.2988  -0.0443  -0.0154  0.124
O  -8.2452  12.827  -6.6199  -0.033  -0.0055  -0.0241
O  4.3542  4.1342  -2.1691  0.0855  -0.0066  -0.2465
O  -1.2584  10.4614  -7.1905  -0.0216  0.0199  0.0016
O  10.0388  6.4898  -6.925  0.0032  -0.0024  -0.1029
O  5.2623  1.9968  -6.2851  0.0291  0.0214  -0.0196
O  0.8207  5.8496  -8.8064  -0.0164  -0.0097  0.0549
O  -3.4447  -9.7882  -0.0723  0.0476  -0.0529  -0.0413
O  -10.338  1.6672  -1.6316  -0.05  -0.0172  -0.136
O  12.5472  18.1998  -4.383  0.0065  -0.0311  -0.0564
O  10.4664  2.3284  -3.9562  0.0055  0.0179  -0.2075
O  6.7589  0.2295  18.1163  0.1159  -0.0238  0.0655
O  5.3323  -4.7773  18.4487  0.0697  -0.0136  0.1416
O  10.886  19.6729  19.0233  0.0392  -0.0158  0.0432
O  8.3653  16.3762  22.1286  0.0393  0.0164  0.0393
O  2.5927  14.6362  18.8373  0.0063  -0.022  0.0898
O  -0.2608  0.562  19.7262  -0.0042  0.0199  0.062
O  23.3671  -0.7184  20.9877  -0.017  -0.0092  0.0485
O  -18.1037  25.0766  28.7305  -0.0151  -0.0465  -0.0947
O  14.9785  -0.3321  20.9296  0.0055  -0.0034  0.0538
O  -1.2047  -4.4198  18.5209  -0.0066  0.0403  0.1379
O  28.5663  26.0862  26.4978  -0.0252  -0.0109  -0.0649
O  14.2267  5.6071  24.2163  0.0273  -0.0077  0.0259
O  17.0907  12.0892  20.6248  0.0541  -0.0089  0.0997
O  -1.3265  14.4459  31.5292  0.0015  -0.0117  -0.1741
O  24.6938  9.9238  18.6354  -0.1003  -0.0045  0.1608
O  15.1736  8.1707  17.3381  0.0534  -0.0988  0.0336
O  14.6813  16.7679  29.2382  -0.0004  0.0349  -0.0625
O  6.599  -7.5247  21.9468  0.044  0.0106  0.0666
O  -2.2348  -0.9147  19.4579  0.052  0.0341  0.0542
O  4.3088  20.1306  31.5786  -0.0582  0.0281  -0.0681
O  5.0553  17.4223  25.8711  0.0046  -0.0294  0.0045
O  -15.301  4.9443  23.8664  -0.0053  0.008  0.1069
O  12.678  3.9267  22.8945  -0.0018  -0.0041  0.0215
O  5.9848  15.3664  29.079  0.045  0.0073  -0.0835
O  19.8353  11.8995  31.1056  -0.0161  0.0327  -0.077
O  2.8565  16.8062  17.4287  -0.0466  0.0091  0.037
O  0.4864  9.4003  27.7521  -0.0127  0.0623  -0.106
O  17.3248  19.2188  27.0611  0.0609  -0.0194  -0.0576
O  5.7187  3.8779  19.6216  0.0117  -0.0116  0.0449
O  12.9882  12.3275  19.6688  -0.0315  -0.025  0.0657
O  12.0629  17.4469  19.7218  -0.0077  -0.0417  0.035
O  18.4918  17.464  25.446  0.0462  -0.0281  0.0123
O  8.8592  26.0228  24.9113  0.0211  0.0202  -0.0112
O  10.1483  13.6354  26.7386  0.0219  -0.0264  -0.0992
O  18.6204  -2.8177  22.3228  -0.0159  0.0024  0.0153
O  21.8241  5.4398  32.7965  0.0532  0.0119  0.0034
O  27.7541  5.8416  21.2457  0.0449  0.0318  0.0921
O  1.4116  43.4145  25.7151  0.0066  0.0172  -0.0225
O  14.9173  4.1095  26.2204  0.0184  0.0091  -0.0534
O  20.867  29.2032  28.8655  -0.0255  -0.004  -0.0457
O  -6.7378  11.0712  25.5191  -0.0066  -0.0219  -0.0431
O  2.4178  12.4931  24.0644  0.0218  0.0023  0.0351
O  3.1588  -2.78  20.5508  0.0093  -0.0288  0.0365
O  30.3846  1.6454  24.8774  -0.0199  0.0088  -0.0172
O  0.4785  9.1182  30.3571  0.0089  0.0837  -0.1551
O  6.5462  7.7986  31.9582  -0.0309  -0.0119  -0.0919
O  11.3261  4.8512  17.4329  -0.007  -0.0202  0.0526
O  2.0663  9.0554  16.2725  -0.0063  0.0267  0.046
O  2.2879  3.5152  16.3506  0.0406  0.0352  0.071
O  -4.7131  10.2006  22.4687  0.0375  -0.0221  0.1086
O  16.0653  21.3471  27.889  -0.0033  0.0526  -0.0738
O  7.4593  8.5673  17.6532  -0.0939  -0.0514  0.0424
O  27.9109  -2.4063  24.4179  -0.0212  0.0007  0.0344
O  6.8793  11.0229  26.0041  0.0179  -0.0033  -0.0227
O  10.899  24.4558  24.2561  -0.031  0.0025  0.0262
O  17.0711  20.325  19.9481  -0.0312  -0.0024  0.0983
O  -0.4954  4.7994  28.38  0.0004  -0.0082  -0.0585
O  0.3506  -2.4288  25.2737  0.0195  0.0012  -0.0405
O  0.7868  -9.2351  21.9696  -0.0297  0.0661  0.1261
O  2.6792  -4.6545  26.8047  -0.0038  -0.0249  -0.0688
O  4.4448  -9.1009  18.4695  -0.0317  0.1268  0.1166
O  30.5349  -6.5687  17.1381  0.0244  0.016  0.0161
O  19.1148  25.0543  28.4567  -0.0298  0.0003  -0.0583
O  14.8183  8.1997  28.003  0.0042  0.0143  -0.0674
O  12.8127  6.4455  22.1941  -0.0347  -0.0213  0.0961
O  13.4678  5.6693  32.263  -0.0456  -0.0015  -0.0611
O  20.5766  7.131  23.7075  0.0183  -0.0011  0.0409
O  2.8527  11.3273  32.3188  0.045  -0.0174  -0.0848
O  6.7406  -0.5148  31.391  -0.0903  0.0037  -0.1025
O  14.9236  -8.248  20.9184  0.0234  0.0138  0.059
O  8.2522  10.0219  24.0193  0.0433  0.0213  0.0363
O  24.3121  -7.8672  32.7842  -0.0047  -0.0305  -0.0494
O  6.6961  -8.269  17.2982  0.0619  0.0189  0.0942

Results
free energy: -139738.552 eV
free energy less fixed offsets of O -570.45, Si -639.56 eV per atom: -0.552 eV

The program warned: the cutoff lies below the one the program advises for these potential files; the forces do not sum to zero within the program's tolerance; empty levels may hold ghost states of the PAW files; the exchange-correlation potential is rough where the density is thin.
